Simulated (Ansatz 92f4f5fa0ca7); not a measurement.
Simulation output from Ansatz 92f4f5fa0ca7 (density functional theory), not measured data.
Periodic cell of 234 atoms, Si146O88, from a study of silicon, its oxide and their interface. The atomic structure is a simulated model.
Doubt: the cutoff is far below the 930 eV that the study's wrapper takes by default for these files, so forces and energies are approximate.

Settings: functional PBE; potential files Ansatz PAW; basis plane waves; wave-function cutoff 580 eV; density cutoff ratio 5; exchange-correlation grid ratio 1; k mesh 1 x 1 x 1, Gamma-centred; self-consistency stop 5e-08 eV per atom in the density residual; occupations fixed; spin none; net charge 0.

Cell vectors (angstrom)
a 11.6015 0 0
b 0 10.938 0
c 0 0 33.1374

Atoms: element, x, y, z (angstrom)
Si -0.1512 0.0953 24.3172
Si 3.8946 -0.2989 24.452
Si 7.7769 0.4298 23.9346
Si 2.0216 1.1662 24.3539
Si 5.5436 1.4225 24.1046
Si 9.7207 1.7367 24.198
Si -0.0038 5.4458 24.2333
Si 3.973 5.3954 24.4446
Si 7.7521 5.4816 24.731
Si 1.977 6.6848 24.4436
Si 5.8981 6.8485 24.5643
Si 9.6867 6.8353 24.4043
Si 1.9221 2.6389 26.2972
Si 5.7786 2.6254 26.2544
Si 9.6828 2.768 26.3376
Si 0.0228 4.0928 26.2488
Si 3.8732 4.0265 26.3809
Si 7.7163 4.0166 26.5134
Si 1.902 8.1471 26.3543
Si 5.7853 8.1942 26.4733
Si 9.6978 8.2112 26.3557
Si 0.0085 9.6281 26.3026
Si 3.8475 9.4916 26.4714
Si 7.7281 9.5254 26.5615
Si 0.0162 -0.0136 28.2906
Si 3.853 0.0095 28.3217
Si 7.7571 0.0211 28.3901
Si 1.9255 1.3712 28.2997
Si 5.8019 1.3482 28.2687
Si 9.7011 1.3637 28.27
Si 0.0039 5.4319 28.2539
Si 3.8425 5.4384 28.2988
Si 7.7321 5.4675 28.3518
Si 1.9093 6.8175 28.3093
Si 5.784 6.7802 28.3448
Si 9.6848 6.8208 28.2892
Si 1.9336 2.7345 30.2382
Si 5.8008 2.7345 30.2382
Si 9.6679 2.7345 30.2382
Si 0 4.1018 30.2382
Si 3.8672 4.1018 30.2382
Si 7.7343 4.1018 30.2382
Si 1.9336 8.2035 30.2382
Si 5.8008 8.2035 30.2382
Si 9.6679 8.2035 30.2382
Si 0 9.5708 30.2382
Si 3.8672 9.5708 30.2382
Si 7.7343 9.5708 30.2382
Si 0 0 32.1718
Si 3.8672 0 32.1718
Si 7.7343 0 32.1718
Si 1.9336 1.3673 32.1718
Si 5.8008 1.3673 32.1718
Si 9.6679 1.3673 32.1718
Si 0 5.469 32.1718
Si 3.8672 5.469 32.1718
Si 7.7343 5.469 32.1718
Si 1.9336 6.8362 32.1718
Si 5.8008 6.8362 32.1718
Si 9.6679 6.8362 32.1718
Si 1.9336 2.7345 0.9679
Si 5.8008 2.7345 0.9679
Si 9.6679 2.7345 0.9679
Si 0 4.1018 0.9679
Si 3.8672 4.1018 0.9679
Si 7.7343 4.1018 0.9679
Si 1.9336 8.2035 0.9679
Si 5.8008 8.2035 0.9679
Si 9.6679 8.2035 0.9679
Si 0 9.5708 0.9679
Si 3.8672 9.5708 0.9679
Si 7.7343 9.5708 0.9679
Si 0.0654 0.0674 2.8539
Si 3.9 0.0403 2.9073
Si 7.7224 0.0769 2.8255
Si 1.9806 1.4655 2.9657
Si 5.7909 1.4379 3.0023
Si 9.7005 1.3603 2.8723
Si -0.0216 5.5675 2.8119
Si 3.8521 5.4185 2.9784
Si 7.7054 5.4397 2.8878
Si 1.9554 6.8642 2.9371
Si 5.7581 6.7515 2.8342
Si 9.6269 6.8424 2.8725
Si 1.8721 3.0585 4.7991
Si 5.7457 2.6636 5.1301
Si 9.6623 2.7484 4.7653
Si -0.1101 4.2893 4.7387
Si 3.9355 4.2255 5.0935
Si 7.6863 4.0096 4.7747
Si 2.0149 8.2773 4.8666
Si 5.8294 8.0611 4.7514
Si 9.7054 8.3237 4.711
Si 0.0456 9.6529 4.7583
Si 3.9793 9.5926 4.8139
Si 7.6801 9.4614 4.5394
Si -0.0005 0.1386 6.645
Si 3.9607 -0.0981 6.8511
Si 7.7589 0.2315 7.2043
Si 1.5085 1.8933 6.7599
Si 5.754 1.3347 7.3353
Si 9.6482 1.4728 6.762
Si 0.0436 5.7826 6.5898
Si 4.1232 5.6367 7.1591
Si 8.0207 5.3869 6.6103
Si 2.0897 6.8969 6.835
Si 6.1505 6.8609 6.8324
Si 9.6685 7.0586 6.6637
O 7.281 -0.7046 5.9497
O 1.7117 7.7324 8.242
O 6.5928 7.9047 8.0839
O 11.4028 5.0045 8.0193
O 8.0315 10.1757 8.488
O 9.2924 7.8531 8.108
O 3.2879 9.7639 7.9057
O 14.6002 1.2337 6.9669
O 8.4176 4.3932 7.9043
O 5.436 2.0049 8.8436
O 0.49 10.0752 7.8803
O 1.1688 2.7422 8.1501
O 1.964 7.6705 23.1004
O -4.0077 -0.1939 25.4447
O 2.5069 2.1898 23.1056
O 3.9402 9.4921 23.2216
O 6.3378 7.6294 23.12
O 8.2737 10.0735 23.0316
O 4.0941 4.3633 23.1261
O 9.5728 7.7499 23.0034
O -0.0292 4.7152 22.7021
O 7.4338 4.4367 23.458
O -0.5826 9.9995 23.0667
O 9.9985 2.6328 22.8097
Si 1.7783 9.346 11.594
Si 2.0372 2.9774 15.1729
Si -0.2944 1.6351 16.3162
Si 6.4273 2.7013 9.9735
Si 3.163 8.3903 22.2846
Si 3.1081 9.8521 19.7747
Si 7.6895 10.1119 17.3634
Si -2.5199 2.9996 8.4718
Si 11.7965 3.7722 8.9722
Si 4.0331 2.7605 22.7614
Si 6.2772 -4.0898 13.6894
Si 4.5304 1.6123 19.9242
Si 7.9543 8.5626 8.7539
Si -0.6495 8.8706 13.3084
Si 9.2911 -0.2831 19.9463
Si 6.9601 8.9336 11.6297
Si 10.2859 2.2825 19.2717
Si 1.0979 7.9441 15.397
Si 1.8142 9.341 8.4935
Si -4.749 7.3492 16.5225
Si -1.4545 11.7636 13.5518
Si 1.9269 10.3594 17.1162
Si 9.6328 9.303 22.5188
Si 6.8514 12.6832 15.6133
Si 2.1853 4.0043 11.1589
Si 3.9431 1.6269 16.992
Si 1.7648 5.5875 13.7151
Si 10.6418 6.2057 14.5201
Si -1.1498 3.8806 21.84
Si 7.2663 12.0404 12.5749
Si 5.6759 8.58 18.9241
Si 1.5658 1.3126 12.7372
Si 7.8938 4.8489 15.2367
Si 4.5405 5.0179 9.5168
Si 5.8626 7.1898 21.6142
Si 4.3637 7.5197 11.5047
Si 7.5732 4.5794 21.8478
Si 7.5034 2.01 20.1573
O 0.2866 8.7637 11.9662
O 10.7594 2.284 17.7157
O 3.0352 2.8066 16.4021
O 10.3844 3.1247 9.4536
O 4.3752 6.498 10.2211
O 3.4643 3.9787 10.1657
O 3.7376 1.9601 18.5697
O -5.26 9.9446 18.2969
O 6.552 5.7284 21.2655
O 8.0557 0.5532 20.6647
O -2.4453 4.8577 21.509
O 6.5807 12.2253 14.0603
O 4.2193 2.6466 21.1349
O 7.917 8.4489 10.387
O 7.5872 3.2566 15.5871
O 9.6454 9.3713 20.8782
O 0.4135 9.139 14.5217
O 1.9322 10.3182 18.7539
O 7.5893 5.8808 16.4883
O 8.6651 2.613 19.1771
O 11.7431 5.3979 13.6175
O 7.0004 5.3832 13.9482
O 5.3896 8.7566 11.1889
O 5.9961 4.302 9.9228
O 4.2146 7.2452 21.7139
O 12.2661 11.2824 16.6426
O 4.9017 6.6892 12.8225
O 8.8518 12.4539 12.8137
O 2.0998 7.044 14.4242
O 2.4137 9.1342 21.0483
O 10.5405 0.7734 19.8695
O 4.0704 8.7856 18.9982
O -1.6471 -0.7864 13.2868
O 6.0865 1.7147 19.4515
O -3.7625 8.6863 16.538
O 5.4371 1.8361 16.4046
O 2.4105 4.4533 14.6598
O 2.0942 10.7482 12.3857
O 8.949 -0.7122 18.4044
O -1.4813 -3.4529 13.6064
O 7.6452 11.4566 16.4145
O 0.4897 2.9018 15.6523
O 6.292 8.2198 20.4081
O -0.1266 6.8863 15.8043
O 0.8689 4.3808 10.3012
O 7.9465 2.3964 9.4743
O 7.2413 7.9048 12.8799
O 7.1818 3.0854 21.3297
O 7.1829 10.491 12.0564
O 11.5324 1.3316 12.8482
O 2.0212 2.4712 11.6877
O 2.9087 8.1874 11.8242
O -1.3937 12.1014 15.1742
O 1.7813 9.7475 10.0406
O -5.6685 7.4612 15.1712
O 5.9626 7.3539 17.8858
O 1.8344 8.7936 16.582
O 4.0609 0.1118 20.3689
O 9.4829 5.1317 14.9031
O 2.3684 5.2293 12.2373
O 2.286 1.743 14.1325
O 3.343 11.0653 16.6423
O -5.1563 2.0591 11.4973
O 10.9691 3.322 20.3648

Results
free energy: -142854.652 eV
free energy less fixed offsets of O -568.88, Si -635.61 eV per atom: 5.848 eV

Forces (eV/angstrom), in the order of the atoms: element, x, y, z
Si 0.0206 0.0041 0.0207
Si 0.0026 0.0074 0.0189
Si -0.0292 -0.0074 0.0222
Si -0.0039 0.0001 -0.0008
Si -0.0007 -0.0101 0.0031
Si 0.0109 -0.0076 0.0096
Si -0.0033 0.0066 0.0123
Si -0.0107 0.0053 0.0114
Si -0.0135 0.0055 -0.0035
Si 0.0104 0.004 0.0032
Si 0.0168 -0.0048 0.0142
Si -0.0033 -0.0081 0.018
Si 0.0002 0.0049 -0.003
Si -0.0007 0.0023 0.0045
Si -0.0039 0.0088 0
Si 0.0046 -0.0071 -0.0075
Si -0.0044 0.0018 0.0003
Si 0.005 -0.004 -0.0027
Si -0.0008 0 -0.0051
Si -0.011 0.0085 -0.0117
Si -0.001 0.0061 -0.0061
Si -0.005 0.0054 -0.0049
Si 0.0116 0.0032 -0.0098
Si 0.0118 -0.0003 -0.0028
Si -0.0023 0.0015 -0.0011
Si -0.0002 -0.005 -0.002
Si -0.0017 0.0076 0.0063
Si 0.006 -0.0053 0.0038
Si -0.0006 -0.0016 0.005
Si 0.0006 -0.0017 0
Si -0.0032 0.0084 0.0003
Si 0.0026 0.0058 0.0002
Si -0.0072 0.0091 -0.0048
Si -0.001 -0.0046 -0.0032
Si 0.0051 -0.0073 -0.0034
Si -0.0008 -0.0061 0.0009
Si -0.0267 0.0412 -0.0028
Si -0.0411 0.0522 -0.2844
Si 0.0839 -0.0139 -0.2
Si -0.0384 -0.0462 -0.203
Si -0.058 -0.1446 0.0793
Si 0.0622 -0.074 0.3032
Si -0.0225 -0.0299 -0.0025
Si -0.0571 -0.0159 0.0083
Si 0.0465 -0.0598 -0.1012
Si 0.0034 -0.037 -0.0797
Si -0.0209 -0.0112 0.0553
Si 0.0477 -0.0826 0.4725
Si -0.0055 -0.0003 -0.0653
Si 0.0017 0.0014 0.0119
Si -0.0251 -0.1622 0.04
Si -0.0325 -0.0903 0.0327
Si 0.0136 -0.198 0.0163
Si 0.0058 -0.0786 -0.0428
Si 0.0275 0.0555 -0.058
Si -0.0087 0.1705 0.0744
Si 0.0111 -0.0269 0.0707
Si 0.0092 -0.0731 -0.0013
Si 0.0033 0.0165 -0.023
Si 0.0136 -0.0366 -0.0567
Si 0.1488 0.0898 0.0178
Si -0.0271 0.1832 0.428
Si 0.0328 0.1524 -0.1269
Si 0.0129 0.0078 -0.1759
Si -0.1243 -0.127 0.2591
Si 0.0248 -0.0904 -0.2035
Si 0.1073 0.019 0.109
Si -0.0102 -0.0004 -0.0065
Si -0.2062 0.2043 -0.0682
Si 0.1713 0.0666 -0.0485
Si -0.0323 0.1942 0.0839
Si -0.044 0.1358 -0.3085
Si 0.0017 0 0.0021
Si -0.0003 -0.0032 0.0043
Si 0.0102 0.0036 -0.0047
Si -0.0008 0.0012 -0.0045
Si -0.0036 0.0008 -0.0025
Si -0.0063 0.0041 -0.0111
Si -0.0011 0.0062 -0.0009
Si 0.0121 0.0079 -0.0035
Si 0.0034 0.0116 0.003
Si -0.0012 -0.0106 -0.0044
Si -0.0113 0.0004 0.0128
Si -0.0041 -0.0078 -0.0043
Si -0.0014 -0.0122 0.018
Si 0.0037 0.001 0.0086
Si 0.0071 0.0058 0.0033
Si -0.003 0.0049 0.0083
Si -0.0053 -0.0037 0.0007
Si -0.0058 0.0055 0.0003
Si 0.0102 -0.0021 0.006
Si 0.0337 0.0164 -0.0012
Si 0.0078 0.0197 0.0115
Si -0.0025 -0.0084 -0.0001
Si -0.0096 0.011 0.0191
Si -0.0525 -0.0284 0.0273
Si 0.0069 -0.014 0.0041
Si -0.0151 0.0228 -0.0253
Si -0.0123 -0.0297 -0.0323
Si 0.0175 0.016 -0.0105
Si 0.0028 0.0036 -0.0086
Si -0.0011 -0.0091 0.0051
Si 0.0091 -0.02 -0.0106
Si -0.0006 -0.0118 0.0032
Si -0.0083 0.0153 -0.0132
Si -0.0063 0.0068 -0.0141
Si 0.0004 -0.0072 -0.0166
Si -0.0081 -0.0018 0.0026
O 0.0484 0.0261 0.0023
O 0.0023 0.0118 0.0172
O 0.0204 0.0166 0.0116
O -0.0095 -0.0169 0.0104
O -0.0012 -0.0025 -0.0006
O -0.0158 0.0046 0.0043
O -0.0093 0.0087 0.002
O -0.0063 -0.0294 -0.0011
O 0.0137 -0.007 0.01
O 0.012 0.0095 0.0082
O 0.0033 -0.0006 -0.0048
O 0.0047 -0.0077 0.0055
O 0.0049 0.0074 -0.008
O 0.0011 -0.0184 -0.002
O 0.0023 0.0058 -0.0139
O -0.0079 -0.0122 -0.0155
O -0.0011 -0.0005 -0.0171
O 0.025 -0.0174 -0.0116
O -0.0003 0.0032 -0.0121
O -0.0001 0.0138 -0.0046
O -0.0074 -0.0146 -0.0211
O 0.0049 0.0059 -0.0006
O -0.0154 -0.0114 -0.0134
O -0.0047 0.006 -0.0057
Si 0.0086 0.0018 -0.0147
Si 0.0049 0.0036 0.0038
Si -0.0019 0.0087 -0.0028
Si -0.0053 -0.0041 0.0041
Si -0.0016 -0.0122 0.0096
Si -0.0037 -0.0087 0.0156
Si 0.0005 0 -0.0074
Si -0.0101 0.0026 0.0093
Si 0.0211 0.0228 0.015
Si -0.0136 -0.0029 -0.0025
Si -0.0008 -0.0084 0.003
Si 0.0002 0.0151 0.013
Si -0.002 -0.0045 0.0026
Si -0.0051 -0.0064 0.0097
Si -0.0024 -0.0101 0.0017
Si 0.0094 -0.0036 0.0011
Si 0.0021 0.0125 -0.0054
Si -0.0057 -0.0056 0.0055
Si -0.0105 -0.0036 -0.0031
Si 0.0052 -0.0039 -0.0016
Si -0.0076 0.0069 0.0049
Si -0.0034 -0.0074 -0.0058
Si 0.0033 -0.0029 0.0067
Si 0.0009 0.008 -0.0007
Si -0.0288 -0.0112 -0.0336
Si 0.0053 0.0081 -0.0089
Si 0.0002 -0.003 0.0081
Si 0.0001 -0.0039 0.0106
Si 0.0074 0.0078 0.0068
Si -0.0063 0.0136 -0.0034
Si 0.0037 -0.0075 -0.003
Si 0.0008 0.0159 0.001
Si 0.005 -0.0017 0.0008
Si 0.0028 -0.0129 0.0144
Si -0.0012 -0.0061 0.0083
Si -0.0038 -0.0062 -0.0008
Si -0.008 0.0052 0.0037
Si -0.0156 0.008 0.0139
O -0.0044 -0.0005 -0.0028
O 0.0031 -0.0039 -0.0038
O -0.0078 -0.0072 -0.0071
O -0.0054 -0.0044 -0.0177
O -0.0049 0.0039 0.0068
O -0.0112 0.0126 0.0136
O -0.0006 -0.0018 -0.0039
O 0.0009 0.0019 0.0016
O 0.0003 0.0032 0.0015
O 0.0007 0.0003 0.002
O 0.0017 -0.0055 -0.0001
O 0 -0.0029 -0.0005
O 0.004 -0.0111 -0.0106
O -0.0024 0.005 0.0033
O -0.0045 -0.005 0.0011
O -0.0045 0.0055 -0.0134
O -0.0006 0.0045 -0.004
O -0.0011 0.0006 -0.0026
O -0.0034 -0.0003 0.0011
O 0.0051 -0.0028 0.0002
O 0.0036 0.0002 -0.0008
O -0.0026 0.0039 -0.0023
O -0.0002 0.0035 -0.0011
O -0.0172 -0.0002 -0.0081
O 0.001 0.0068 0.0019
O -0.0027 0.0016 0.0018
O 0.0001 0.0036 -0.0015
O 0.0038 -0.0059 0.0002
O 0.0011 0.0005 -0.0036
O 0.0042 0.0071 -0.0155
O 0.0021 -0.0006 0.0023
O -0.0019 0.0019 0.0033
O 0.0003 0.0026 -0.0024
O -0.0015 0.0006 0.0031
O -0.0027 0.0081 0.0051
O -0.0111 -0.0011 0.0044
O -0.0075 -0.0107 0.0013
O -0.0019 0.0023 0.0018
O -0.0014 0.0014 -0.0012
O 0.0011 0.0051 -0.0076
O -0.0008 -0.0028 0.0026
O 0.0025 -0.0061 -0.0006
O -0.0015 0.0041 -0.0077
O 0.0024 0.0007 -0.0014
O 0.0448 -0.0223 0.0078
O -0.0055 -0.0034 0.0046
O -0.0046 0.004 -0.0023
O 0.0065 -0.0069 -0.0159
O -0.0015 0.0004 -0.0009
O 0.01 -0.0028 -0.0013
O -0.0053 0.0172 -0.008
O -0.0019 0.0049 0.0007
O 0.0011 -0.0035 -0.0005
O 0.0001 -0.0032 0.0155
O -0.0025 0.0031 -0.0018
O -0.0027 0.0039 0.0028
O 0.0022 0.0044 0.0038
O 0.0009 -0.0016 -0.0035
O -0.0012 0.0006 -0.0031
O -0.0017 -0.0049 -0.0086
O -0.0071 0.0066 0.0009
O 0.001 0.0041 0.0036
O 0.0088 -0.0121 0.0119
O 0.0004 -0.0049 -0.0128

The program warned: the cutoff lies below the one the program advises for these potential files; the exchange-correlation potential is rough where the density is thin.
